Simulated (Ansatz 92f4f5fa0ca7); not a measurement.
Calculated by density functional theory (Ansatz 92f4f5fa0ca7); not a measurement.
Periodic cell of 221 atoms, Si132O88H1, from a study of silicon, its oxide and their interface. The atomic structure is a simulated model.
Doubt: the cutoff is far below the 930 eV that the study's wrapper takes by default for these files, so forces and energies are approximate.
This geometry differs little from another in the collection (a relaxation step or a small displacement).

Settings
functional: PBE
potential files: Ansatz PAW
basis: plane waves
wave-function cutoff: 580 eV
density cutoff ratio: 5
exchange-correlation grid ratio: 1
k mesh: 1 x 1 x 1, Gamma-centred
self-consistency stop: 5e-08 eV per atom in the density residual
occupations: fixed
spin: none
net charge: +1 e, with a uniform compensating background and no finite-size correction

Cell vectors (angstrom)
a, 10.938, 0, 0
b, 0, 10.938, 0
c, 0, 0, 33.2987

Atoms and the computed forces on them: element, x, y, z (angstrom), force x, y, z (eV/angstrom)
Si, -0.205, 0.1958, 25.7354, -0.0074, 0.0024, -0.0293
Si, 5.9709, -0.553, 25.7498, 0.0064, -0.0029, -0.0035
Si, 2.855, 2.7978, 25.8278, -0.0008, 0.0137, -0.0271
Si, 8.344, 2.3188, 25.9026, -0.0002, -0.0039, -0.0092
Si, -0.4845, 6.0082, 25.7119, 0.0064, 0.0018, -0.009
Si, 5.3649, 5.693, 25.784, -0.0043, 0.0011, -0.032
Si, 3.0166, 7.8384, 25.8131, 0.0014, -0.002, -0.0054
Si, 8.2237, 8.2229, 26.132, 0.0031, -0.002, -0.0202
Si, 1.4189, 1.3577, 27.0506, 0.0034, -0.0039, 0.0148
Si, 6.8634, 1.1421, 27.2213, 0.0023, -0.0026, 0.0033
Si, 4.2246, 4.1059, 27.1625, -0.0001, -0.005, 0.0142
Si, 9.5235, 4.1273, 26.9751, 0.0019, 0.0005, 0.002
Si, 1.3275, 6.7939, 27.1096, -0.0032, -0.004, 0.001
Si, 6.812, 6.8022, 27.2778, -0.0009, -0.0014, 0.0167
Si, 4.1833, 9.472, 27.07, 0.0026, -0.0028, 0.0015
Si, 9.6856, 9.6226, 27.2426, 0.0025, -0.0022, 0.0137
Si, 2.7723, -0.0368, 28.4389, 0.001, -0.0018, 0.0006
Si, 8.2645, -0.0615, 28.611, -0.0042, 0.0033, -0.0011
Si, 0.0138, 2.7651, 28.4216, -0.002, -0.0002, 0.0087
Si, 5.5273, 2.6673, 28.5052, 0.0024, -0.0003, -0.0004
Si, 2.7394, 5.4322, 28.4943, 0.0018, 0.0029, 0.0069
Si, 8.221, 5.4037, 28.5155, -0.0028, 0.0002, 0.0019
Si, 0.0717, 8.1896, 28.5393, 0.0007, 0.001, -0.0002
Si, 5.4624, 8.1948, 28.5721, -0.0028, 0.002, -0.0016
Si, 4.1018, 1.3673, 29.8805, -0.0708, -0.1628, -0.2849
Si, 9.5708, 1.3673, 29.8805, 0.3127, 0.4748, -0.0113
Si, 1.3673, 4.1018, 29.8805, -0.0214, -0.1671, -0.1619
Si, 6.8362, 4.1018, 29.8805, 0.1527, -0.421, 0.1135
Si, 4.1018, 6.8362, 29.8805, -0.3898, -0.1158, 0.1514
Si, 9.5708, 6.8362, 29.8805, 0.0815, -0.1168, -0.1882
Si, 1.3673, 9.5708, 29.8805, 0.4753, 0.1186, 0.0324
Si, 6.8362, 9.5708, 29.8805, 0.0427, -0.2505, 0.5722
Si, 0, 0, 31.2477, 0.1226, 0.1514, -0.0461
Si, 5.469, 0, 31.2477, -0.0027, 0.0101, 0.0102
Si, 2.7345, 2.7345, 31.2477, -0.0961, -0.0492, -0.0501
Si, 8.2035, 2.7345, 31.2477, 0.0159, 0.0804, 0.0348
Si, 0, 5.469, 31.2477, -0.0394, 0.0435, -0.0119
Si, 5.469, 5.469, 31.2477, -0.0921, -0.0382, -0.0503
Si, 2.7345, 8.2035, 31.2477, -0.0027, 0.0401, 0.0312
Si, 8.2035, 8.2035, 31.2477, -0.135, -0.0388, 0.0174
Si, 1.3673, 1.3673, 32.615, 0.0061, -0.0489, 0.0104
Si, 6.8362, 1.3673, 32.615, 0.0393, -0.0422, -0.0234
Si, 4.1018, 4.1018, 32.615, 0.0167, -0.0058, -0.0261
Si, 9.5708, 4.1018, 32.615, -0.0009, -0.0396, -0.0163
Si, 1.3673, 6.8362, 32.615, 0.053, 0.0252, -0.0282
Si, 6.8362, 6.8362, 32.615, 0.083, -0.0185, -0.0031
Si, 4.1018, 9.5708, 32.615, 0.0023, -0.059, -0.0263
Si, 9.5708, 9.5708, 32.615, 0.0076, -0.008, -0.0348
Si, 2.7345, 0, 0.6835, 0.0181, -0.0156, -0.0101
Si, 8.2035, 0, 0.6835, -0.064, 0.0466, 0.0121
Si, 0, 2.7345, 0.6835, -0.0265, 0.034, 0.0213
Si, 5.469, 2.7345, 0.6835, -0.0328, 0.0201, 0.0403
Si, 2.7345, 5.469, 0.6835, -0.068, 0.0566, 0.006
Si, 8.2035, 5.469, 0.6835, 0.0162, -0.0068, -0.0008
Si, 0, 8.2035, 0.6835, -0.0276, -0.0252, 0.0395
Si, 5.469, 8.2035, 0.6835, -0.026, 0.0689, 0.0148
Si, 4.1018, 1.3673, 2.0507, -0.0588, -0.0914, 0.0397
Si, 9.5708, 1.3673, 2.0507, 0.0617, -0.0932, -0.0523
Si, 1.3673, 4.1018, 2.0507, 0.0808, -0.0231, -0.0112
Si, 6.8362, 4.1018, 2.0507, 0.0938, 0.0442, 0.0494
Si, 4.1018, 6.8362, 2.0507, -0.0411, -0.0745, -0.0101
Si, 9.5708, 6.8362, 2.0507, -0.1122, -0.0198, 0.0135
Si, 1.3673, 9.5708, 2.0507, 0.1616, 0.1629, 0.0256
Si, 6.8362, 9.5708, 2.0507, 0.0449, -0.0955, -0.0291
Si, 0, 0, 3.418, -0.0444, 0.5118, -0.6348
Si, 5.469, 0, 3.418, 0.0769, 0.0858, 0.0723
Si, 2.7345, 2.7345, 3.418, -0.0871, 0.2547, -0.0975
Si, 8.2035, 2.7345, 3.418, -0.0458, 0.0566, 0.3007
Si, 0, 5.469, 3.418, -0.163, -0.1676, 0.0911
Si, 5.469, 5.469, 3.418, -0.1329, 0.1609, 0.2751
Si, 2.7345, 8.2035, 3.418, 0.2835, -0.0179, 0.0052
Si, 8.2035, 8.2035, 3.418, -0.4429, -0.279, -0.4686
Si, 1.2628, 1.4819, 4.7517, 0.0002, -0.0017, 0.0082
Si, 6.8129, 1.3892, 4.8157, 0.0014, -0.0039, 0.0076
Si, 4.1125, 4.0692, 4.8163, -0.004, 0.0081, -0.0004
Si, 9.5168, 4.15, 4.8445, 0.0014, -0.0132, 0.0011
Si, 1.3551, 6.8444, 4.7535, 0.0034, -0.0043, 0.0027
Si, 6.787, 6.898, 4.8251, 0.0051, -0.0061, -0.0002
Si, 4.1301, 9.5699, 4.7985, -0.0019, 0.0006, 0.0077
Si, 9.5485, 9.5892, 4.6486, 0.0022, 0.0038, 0.0042
Si, 2.6355, 0.0309, 5.9436, 0.0048, 0.0035, -0.0049
Si, 8.2691, -0.008, 6.0346, -0.0019, -0.0013, 0.0014
Si, -0.0859, 2.8239, 6.3033, -0.0065, 0.0008, -0.0116
Si, 5.451, 2.6954, 6.2923, 0.0001, -0.0062, -0.0028
Si, 2.7559, 5.5491, 6.1374, 0.0048, 0.0069, -0.0152
Si, 8.0954, 5.4832, 6.213, -0.0096, 0.0052, -0.0036
Si, -0.0813, 8.2305, 5.9708, -0.0063, -0.0018, -0.0027
Si, 5.5307, 8.3322, 6.3193, -0.0094, 0.0017, -0.0049
Si, 3.6651, 1.5272, 7.3696, -0.0046, -0.0046, 0.0046
Si, 9.7912, 1.0475, 7.4633, 0.0041, -0.0072, -0.0109
Si, 1.6228, 3.9944, 7.5137, 0.0307, -0.0501, -0.1011
Si, 6.5249, 4.3669, 7.6296, 0.0017, 0.0039, 0.0153
Si, 4.3295, 6.6753, 7.483, 0.0036, -0.0163, 0.0033
Si, 9.3545, 7.1037, 7.3393, 0.0023, 0.0116, 0.0113
Si, 1.0747, 9.8081, 7.2101, -0.0114, 0.0222, -0.0534
Si, 7.2863, 9.4689, 7.5802, 0.02, 0.0076, 0.0065
O, 1.8647, 3.8911, 25.1011, 0.004, -0.0053, 0.008
O, 7.1506, 9.2624, 25.3341, -0.0069, 0.0075, 0.0082
O, 2.7195, 2.8333, 7.8253, -0.008, 0.0082, -0.0013
O, 8.3479, 8.2422, 8.0478, -0.0109, 0.0048, -0.0025
O, 5.3813, 5.5076, 7.9774, -0.0025, 0.0089, -0.0057
O, 0.0547, -0.0121, 7.8704, -0.0109, 0.0109, 0.0092
O, 4.1606, 6.7364, 25.2899, 0.0032, 0.0011, 0.012
O, 9.5433, 1.2958, 25.3326, 0.0014, -0.0044, 0.0155
O, 1.7485, 9.002, 8.4435, -0.0026, 0.0145, 0.0264
O, 1.3756, 4.5976, 9.3692, -0.0117, 0.0502, 0.1344
O, 9.0053, 1.3433, 8.8868, 0.0033, 0.0017, 0.002
O, 6.9896, 10.4711, 8.8989, -0.0022, -0.0092, -0.0065
O, 3.6778, 0.6758, 8.8087, -0.0019, -0.0015, -0.0036
O, 3.6102, 7.1644, 8.8819, 0.0062, -0.0061, -0.0082
O, 7.0523, 3.8835, 9.1357, 0.0043, 0.004, -0.0015
O, 10.3587, 6.2813, 8.4092, 0.0097, -0.0089, 0.0122
O, 3.8452, 2.1171, 24.6936, -0.0014, -0.0029, 0.0112
O, 5.4247, 0.0153, 24.2949, -0.0025, 0.0008, 0.012
O, 7.224, 2.7063, 24.727, 0, -0.0016, 0.0111
O, 11.1196, 5.6973, 24.2283, 0.0004, -0.0016, 0.011
O, 9.2824, 7.1534, 25.3615, -0.0083, 0.0082, 0.0122
O, 2.2977, 8.4572, 24.4653, 0.0029, -0.0005, 0.0117
O, 6.2158, 5.1548, 24.4543, -0.0042, 0.0054, 0.0192
O, 0.3804, 10.3599, 24.3778, -0.0043, 0.0054, 0.0187
Si, 2.4439, 8.075, 9.5399, 0.0154, -0.0168, 0.0163
Si, 11.0654, 6.7762, 14.395, -0.0004, 0.0007, 0.0095
Si, 0.0085, -5.1493, 17.1939, -0.0016, 0.0041, 0.0005
Si, 4.1667, 0.8694, 23.691, 0.0034, 0.0028, -0.0119
Si, 7.4387, -2.0182, 20.3124, -0.0005, -0.0005, -0.0024
Si, 8.2921, 0.8106, 21.2135, -0.0009, -0.0017, -0.0061
Si, 1.7197, 9.7395, 23.6408, 0.0012, -0.003, -0.0114
Si, 10.5224, 9.5136, 14.4072, 0.0002, -0.0051, 0.0092
Si, 3.9356, 9.8101, 11.7532, 0.0125, 0.0121, 0.0141
Si, 4.9667, 16.17, 12.0288, 0.0082, 0.0091, 0.0134
Si, 6.9455, 1.8029, 16.7688, -0.0021, 0.0019, 0.0031
Si, 4.6351, 7.4679, 20.2155, 0, 0.0003, -0.0033
Si, 13.2681, 8.5605, 14.1087, 0.001, -0.0006, 0.0173
Si, 3.7451, 1.5009, 10.2168, 0.0103, -0.0044, 0.0186
Si, 7.9364, 11.4743, 9.8353, 0.0024, -0.0056, 0.0181
Si, 1.7334, 8.3689, 20.7691, 0.0007, -0.0029, -0.0088
Si, 2.5418, -5.4104, 21.2375, 0.0005, 0.0027, -0.009
Si, 2.2337, 3.9957, 10.8553, -0.0269, 0.0177, 0.0184
Si, 8.2773, 4.3878, 17.5095, -0.0037, 0.0004, 0.0013
Si, 6.9566, 3.9262, 23.6615, 0.0047, 0.0005, -0.0127
Si, 12.6319, 3.632, 18.8101, 0.0018, -0.0004, 0.0002
Si, 6.3526, 3.0922, 10.3938, -0.013, -0.0068, -0.0071
Si, 4.5445, 2.9676, 18.382, 0.0007, 0.0009, -0.0017
Si, 7.9563, -0.2507, 15.0009, -0.0048, -0.0008, 0.0103
Si, 10.5278, 4.6384, 12.2643, 0.0046, 0.0213, 0.0417
Si, -1.3633, 3.1347, 22.538, 0.0003, -0.0011, -0.0114
Si, 6.2556, 7.9245, 12.2832, -0.0019, -0.0007, 0.0124
Si, 8.5955, 9.6377, 12.2709, -0.003, -0.0021, 0.0136
Si, 5.5632, 2.3254, 21.3626, 0.0031, 0.0011, -0.0112
Si, 12.0279, 4.4155, 23.7787, 0.0013, 0.0001, -0.005
Si, 9.8791, 2.6899, 19.6616, 0.0011, -0.0013, -0.0037
Si, 11.2099, 5.9483, 9.7241, 0.0246, -0.006, -0.0355
Si, -5.3248, 5.8712, 17.6508, 0, -0.0017, 0.0023
Si, -0.854, -2.6003, 19.0272, 0.0011, -0.0007, 0.0006
Si, 8.0187, 10.1102, 17.7091, -0.0016, 0.0009, 0.0009
Si, 4.8226, 6.7998, 14.6559, 0.0024, -0.0003, 0.0075
O, 7.6479, 10.288, 13.4547, 0.0013, 0.0009, -0.0029
O, 7.0042, 9.5532, 18.857, 0.0006, 0.0005, 0.0027
O, 7.8484, 8.1889, 11.9767, 0, 0.0012, -0.0025
O, -1.5854, 1.1709, 20.0023, -0.0011, -0.0001, 0.0051
O, 4.5806, 5.4994, 13.6148, -0.0033, -0.0012, -0.0041
O, 7.5292, 9.6378, 16.2014, 0.0008, 0.0009, -0.0005
O, -1.4115, -1.3952, 18.0421, -0.0002, 0.0018, 0.0013
O, 4.8765, 13.5589, 9.9179, -0.0042, 0.0005, 0.0017
O, 5.4544, 9.2446, 11.746, 0.0123, -0.0026, -0.0018
O, 1.2927, 7.1029, 10.2026, -0.0223, -0.0286, 0.0022
O, 7.0881, 1.1223, 15.2663, 0.0011, -0.0021, -0.0009
O, 8.4814, 4.2296, 23.1124, -0.0029, 0.0017, 0.0094
O, 5.6666, 6.6114, 11.4772, -0.0027, -0.0017, -0.0022
O, 1.4977, 6.7709, 21.0431, -0.0001, -0.0001, 0.0074
O, -2.1312, 8.0037, 20.0491, 0.0001, 0, 0.0036
O, 10.1519, 9.5815, 12.7889, -0.0005, 0.0008, -0.0033
O, 15.7521, 4.4868, 17.8846, -0.0001, 0.0005, 0.0033
O, 6.0565, 8.1334, 20.8192, -0.0001, 0.0004, 0.0049
O, 2.831, -0.0266, 23.605, -0.0001, 0.0005, 0.0078
O, 3.1727, 9.5626, 13.1547, -0.0043, 0.0019, 0.0045
O, 6.0125, 3.5244, 22.3875, 0.001, 0.0011, 0.0123
O, 9.9547, 3.5762, 21.0245, -0.0007, 0.0024, 0.0128
O, 2.2634, 4.3423, 20.1605, 0, 0.0016, 0.008
O, -5.91, 6.9967, 18.6846, -0.0018, 0.0019, 0.0048
O, 0.5446, -2.1023, 19.7338, -0.0003, 0.0012, 0.0053
O, 8.6683, 10.5287, 10.9236, -0.0055, 0.0067, -0.0165
O, 11.6695, 6.2489, 15.8045, 0.0006, -0.0015, 0.0047
O, 12.0973, 4.1996, 12.0444, 0.0416, -0.004, -0.0278
O, 9.6307, 10.702, 15.112, -0.002, 0.0016, -0.0008
O, 10.3366, 5.5862, 13.5607, 0.0059, 0.0347, 0.0378
O, 0.4404, 2.602, 19.0308, 0.0001, -0.0014, 0.0016
O, 4.0028, 11.4076, 11.4359, -0.0007, 0.0133, -0.0156
O, 1.3637, 7.3758, 13.4705, -0.0011, -0.0014, -0.009
O, 12.1334, 9.5802, 14.7854, -0.004, 0.0025, 0.0002
O, 7.2196, 5.5847, 17.8939, 0.0003, 0.0015, 0.0046
O, 3.4732, -3.227, 14.9347, -0.0015, 0.0005, 0.0013
O, 12.0708, 4.8367, 17.8681, 0.0019, -0.0004, 0.001
O, 10.9924, 3.2154, 23.3465, 0.0018, 0.0014, 0.0083
O, 5.9602, 18.639, 13.881, 0.0007, -0.0006, -0.0054
O, 2.2252, 4.8426, 22.6878, -0.0028, -0.0019, 0.0118
O, 6.8595, 1.4901, 20.8772, -0.0017, 0.0014, 0.0065
O, 5.3766, -4.6104, 16.0979, -0.0001, 0.001, -0.0029
O, 1.453, -1.6801, 22.1107, 0.0003, 0.0039, 0.014
O, -2.1422, 3.526, 18.7815, -0.0027, 0.0009, 0.0027
O, 9.58, 4.9997, 16.7533, 0.0011, 0.0002, -0.0032
O, 9.584, 3.3278, 12.3784, -0.0127, -0.0695, -0.0692
O, 4.5148, 1.3818, 22.1845, -0.0035, -0.0058, 0.0204
O, 3.3207, -2.4311, 20.2368, -0.0006, 0.0008, 0.0057
O, 2.9278, 2.75, 18.1749, -0.0019, 0.0006, 0.0029
O, 3.5743, 4.8567, 11.1871, 0.001, -0.0015, -0.0099
O, 6.0728, 4.03, 11.7278, 0.0038, 0.0029, -0.0004
O, 10.0209, 7.9845, 14.7868, 0.0008, 0.004, -0.0028
O, -6.0456, 2.8526, 19.9772, 0.0005, -0.0004, 0.0077
O, 7.8961, 11.7579, 17.6888, 0.0019, -0.001, 0.0028
O, 7.9763, -0.8016, 21.3182, 0, 0.0029, 0.0054
O, 4.078, 6.1498, 21.074, -0.0005, -0.0004, 0.0061
O, 8.9465, 1.5938, 22.5199, 0.0011, 0.0017, 0.0082
O, 2.427, 2.4127, 10.6029, -0.0013, 0.0009, -0.011
O, 18.4702, 3.308, 16.5384, 0.0006, 0.0001, 0.0021
O, 3.0448, 9.0249, 10.6679, -0.0067, -0.0063, 0.0032
O, 10.1977, 5.4748, 10.8847, -0.0286, 0.0064, -0.036
O, 7.1595, 1.7043, 10.6876, 0.0029, -0.0005, -0.0044
O, 10.4938, -3.9262, 18.1648, 0.0005, 0.0004, 0.0031
O, 5.446, 1.9372, 17.4477, 0.001, -0.0004, 0.0024
H, 8.9109, 3.2994, 13.0733, -0.0183, 0.0063, 0.0617

Results
free energy: -133980.377 eV
free energy less fixed offsets of H -15.97, O -568.88, Si -635.61 eV per atom: -2.447 eV

The program warned: the cutoff lies below the one the program advises for these potential files; the exchange-correlation potential is rough where the density is thin.
